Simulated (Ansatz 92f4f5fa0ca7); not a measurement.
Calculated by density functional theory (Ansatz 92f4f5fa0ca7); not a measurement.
Periodic cell of 285 atoms, Si195O90, from a study of silicon, its oxide and their interface. The atomic structure is a simulated model.
Doubt: the cutoff is far below the 930 eV that the study's wrapper takes by default for these files, so forces and energies are approximate.
This geometry differs little from another in the collection (a relaxation step or a small displacement).

Settings
functional: PBE
potential files: Ansatz PAW
basis: plane waves
wave-function cutoff: 580 eV
density cutoff ratio: 5
exchange-correlation grid ratio: 1
k mesh: 1 x 1 x 1, Gamma-centred
self-consistency stop: 5e-08 eV per atom in the density residual
occupations: fixed
spin: none
net charge: 0

Cell vectors (angstrom)
a  11.6015  0  0
b  0  10.938  0
c  0  0  40.5004

Atoms and the computed forces on them: element, x, y, z (angstrom), force x, y, z (eV/angstrom)
Si  0  0  0.9665  0.0055  0.0235  -0.0018
Si  3.8672  0  0.9665  -0.0087  0.0188  -0.0006
Si  7.7343  0  0.9665  0.0016  0.0622  -0.0031
Si  1.9336  1.3673  0.9665  -0.0039  -0.0184  0.0051
Si  5.8008  1.3673  0.9665  -0.0065  -0.0678  0.0007
Si  9.6679  1.3673  0.9665  0.0105  -0.069  0.0065
Si  0  5.469  0.9665  0.0062  0.0579  0.0097
Si  3.8672  5.469  0.9665  -0.0012  0.0178  -0.0059
Si  7.7343  5.469  0.9665  -0.0036  0.057  0.0037
Si  1.9336  6.8362  0.9665  0.0063  -0.0079  -0.008
Si  5.8008  6.8362  0.9665  -0.0074  -0.0301  -0.0186
Si  9.6679  6.8362  0.9665  0.001  -0.0333  0.0076
Si  1.9336  2.7345  39.5333  0.0067  -0.0045  0.0165
Si  5.8008  2.7345  39.5333  0.0024  0.072  -0.025
Si  9.6679  2.7345  39.5333  0.0024  0.0719  -0.0203
Si  0  4.1018  39.5333  0.0065  -0.042  -0.003
Si  3.8672  4.1018  39.5333  -0.0054  -0.0227  -0.0084
Si  7.7343  4.1018  39.5333  0.0077  -0.0537  -0.0207
Si  1.9336  8.2035  39.5333  -0.0098  -0.0089  0.0292
Si  5.8008  8.2035  39.5333  0.0077  0.044  -0.0087
Si  9.6679  8.2035  39.5333  0.006  0.0007  0.03
Si  0  9.5708  39.5333  0.014  -0.0061  0.026
Si  3.8672  9.5708  39.5333  -0.0003  -0.0057  0.014
Si  7.7343  9.5708  39.5333  -0.0008  -0.0553  -0.0011
Si  0  0  4.8337  -0.0501  0.0683  -0.0213
Si  3.8672  0  4.8337  -0.01  0.0268  -0.0143
Si  7.7343  0  4.8337  0.0351  0.0393  0.1604
Si  1.9336  1.3673  4.8337  -0.0377  -0.0175  -0.0532
Si  5.8008  1.3673  4.8337  0.0227  -0.0242  0.11
Si  9.6679  1.3673  4.8337  -0.0232  -0.0434  0.0681
Si  0  5.469  4.8337  -0.0326  0.0559  0.0732
Si  3.8672  5.469  4.8337  0.0173  0.037  -0.1792
Si  7.7343  5.469  4.8337  -0.0108  0.0705  0.0049
Si  1.9336  6.8362  4.8337  -0.0183  -0.0001  -0.0829
Si  5.8008  6.8362  4.8337  0.0383  -0.0392  -0.1294
Si  9.6679  6.8362  4.8337  -0.0334  -0.0081  0.1542
Si  1.9336  2.7345  2.9001  0.0063  0.0062  -0.0108
Si  5.8008  2.7345  2.9001  -0.0063  0.0597  0.0006
Si  9.6679  2.7345  2.9001  -0.0091  0.068  0.0149
Si  0  4.1018  2.9001  0.0005  -0.0495  -0.001
Si  3.8672  4.1018  2.9001  -0.01  0.0181  -0.0336
Si  7.7343  4.1018  2.9001  0.0018  -0.0482  0.0068
Si  1.9336  8.2035  2.9001  0.0001  -0.0121  -0.019
Si  5.8008  8.2035  2.9001  -0.0102  0.004  -0.0151
Si  9.6679  8.2035  2.9001  0.001  0.0524  0.0245
Si  0  9.5708  2.9001  -0.0014  -0.0255  0.005
Si  3.8672  9.5708  2.9001  -0.0012  -0.0074  -0.0169
Si  7.7343  9.5708  2.9001  -0.0096  -0.0721  0.0217
Si  0.236  0.0153  30.0537  0.0001  -0.0041  0.0096
Si  3.9741  -0.3265  30.0514  -0.002  0.012  0.0071
Si  8.0358  0.0368  29.818  -0.0121  0.0115  0.0151
Si  2.2313  1.2272  30.0651  -0.0082  0.0084  0.0092
Si  5.9047  1.045  29.7538  0.0031  0.0033  0.0103
Si  9.9964  1.395  29.7123  0.0125  0.0017  0.0164
Si  -0.2743  5.5438  30.0244  -0.0218  0.0039  0.0141
Si  3.6334  5.4289  29.8383  0.007  0.0051  0.0061
Si  7.7849  5.7545  29.7369  0.0072  -0.0057  0.0183
Si  1.7328  6.7697  30.0781  0.0153  0.0013  0.025
Si  5.6504  6.772  29.7183  -0.0161  -0.008  0.0146
Si  9.6915  7.1468  30.1908  0.0075  -0.0084  0.0196
Si  2.0041  2.7248  31.858  0.001  -0.0061  -0.0134
Si  5.8417  2.7081  31.5847  -0.012  -0.0099  -0.0139
Si  9.6727  2.729  31.6813  -0.007  -0.0007  -0.0218
Si  0.0034  4.0082  31.7789  0.0028  -0.0032  -0.0213
Si  3.9081  4.0911  31.7783  -0.0013  0.0075  -0.0109
Si  7.7615  4.1586  31.609  0.0027  0.0109  -0.0053
Si  1.9115  8.1571  31.9677  -0.0218  0.0024  -0.0117
Si  5.8418  8.1018  31.7605  -0.0142  0.0048  -0.0098
Si  9.6596  8.3836  32.0996  -0.0217  0.0052  -0.0112
Si  0.0579  9.6037  31.9753  0.0117  0.0007  -0.0223
Si  3.9052  9.4026  32.0034  0.0199  -0.014  -0.0151
Si  7.724  9.6347  31.802  0.014  -0.011  0.0012
Si  0.0067  0.0762  33.8153  -0.0063  0.0039  0.0101
Si  3.9006  0.013  33.774  -0.0097  0.0085  0.0059
Si  7.6884  0.0397  33.7288  -0.0073  0.0087  -0.0054
Si  1.9655  1.3748  33.7878  -0.0009  -0.0109  0.0038
Si  5.7978  1.4308  33.6498  0.0113  -0.0094  -0.001
Si  9.6352  1.3758  33.664  0.0036  -0.0079  0.0036
Si  0.0175  5.427  33.7096  0.0002  0.0141  0.0079
Si  3.9326  5.4529  33.7242  0.0013  -0.0021  -0.0054
Si  7.7681  5.4023  33.6755  -0.0066  0.0066  -0.0071
Si  1.96  6.7558  33.8152  0.0038  -0.0046  0.0049
Si  5.8748  6.7972  33.7239  0.0074  -0.0089  -0.0003
Si  9.6817  6.7852  33.8018  0.0054  0.0001  0.003
Si  1.9571  2.757  35.6897  -0.0025  -0.0008  0.006
Si  5.8095  2.7344  35.6429  -0.0012  0.0043  0.0079
Si  9.6629  2.7174  35.6385  -0.0031  0.0048  0.0061
Si  -0.0041  4.0818  35.6593  0.0027  -0.0038  0.0088
Si  3.8953  4.1075  35.6707  -0.001  -0.0017  0.0028
Si  7.7446  4.091  35.6514  0.0017  -0.0077  0.0055
Si  1.9497  8.2045  35.6813  -0.0047  -0.0072  0.0058
Si  5.8252  8.1879  35.6529  -0.0018  0.0028  0.0053
Si  9.6659  8.2007  35.6881  0.001  -0.0056  0.0067
Si  0.0016  9.5654  35.6823  -0.0004  0.0076  0.0034
Si  3.8966  9.5631  35.6824  0.0007  0.0015  0.0044
Si  7.7342  9.5811  35.6539  0.0028  -0.0002  0.0054
Si  0  0  37.5997  -0.0074  0.0113  0.12
Si  3.8672  0  37.5997  0.0436  0.0048  0.1139
Si  7.7343  0  37.5997  0.0033  0.0359  -0.0044
Si  1.9336  1.3673  37.5997  0.0271  -0.0313  0.0339
Si  5.8008  1.3673  37.5997  0.0188  -0.0645  -0.175
Si  9.6679  1.3673  37.5997  -0.0072  -0.0988  -0.1556
Si  0  5.469  37.5997  -0.0286  0.0154  -0.1341
Si  3.8672  5.469  37.5997  0.042  0.1029  -0.0053
Si  7.7343  5.469  37.5997  -0.0023  0.0241  -0.1382
Si  1.9336  6.8362  37.5997  0.0189  -0.0091  0.1269
Si  5.8008  6.8362  37.5997  0.0279  -0.0561  -0.0132
Si  9.6679  6.8362  37.5997  -0.0267  -0.0278  0.2004
Si  1.914  2.7456  6.7533  0.0023  -0.002  -0.0062
Si  5.8055  2.7345  6.7852  -0.0019  -0.0032  -0.0074
Si  9.6469  2.7381  6.7775  -0.0013  -0.001  -0.0026
Si  -0.028  4.1057  6.7776  -0.0011  -0.0003  -0.0054
Si  3.8601  4.0923  6.735  -0.0019  0.0024  0.0001
Si  7.7314  4.1133  6.7742  0.0019  -0.0032  -0.0038
Si  1.9073  8.2211  6.7451  -0.0011  -0.0042  -0.0032
Si  5.8086  8.2163  6.7403  -0.0001  -0.0037  -0.005
Si  9.6567  8.1981  6.7976  0.0022  0.0025  -0.0069
Si  -0.0271  9.5776  6.7649  0.0011  0.0039  -0.0043
Si  3.8686  9.5665  6.7615  0.0011  0.0062  -0.0104
Si  7.7319  9.587  6.8038  -0.0001  0.0028  -0.0062
Si  -0.0421  0.037  8.6761  -0.0016  0.0034  -0.0043
Si  3.8825  0.0216  8.6741  0.0011  0.0035  -0.0024
Si  7.7341  0.0056  8.7752  0.0102  0.0065  0.0072
Si  1.9291  1.3373  8.6458  0.0014  -0.0054  -0.0059
Si  5.8141  1.4024  8.7594  0.0027  -0.0035  -0.0084
Si  9.635  1.3838  8.7263  0.0007  -0.0101  -0.0121
Si  -0.0481  5.4331  8.7462  0.0078  0.0087  -0.0094
Si  3.8342  5.5229  8.5983  0.0021  0.0008  -0.01
Si  7.7447  5.4851  8.709  0.0012  0.0139  -0.0096
Si  1.8651  6.8318  8.6462  -0.0002  -0.0063  0.001
Si  5.807  6.833  8.6407  -0.0051  -0.0053  -0.0033
Si  9.657  6.8642  8.7755  -0.0069  -0.0116  0.0023
Si  1.9499  2.6631  10.5709  -0.0024  -0.0051  0.0118
Si  5.7843  2.8802  10.6475  -0.0135  -0.0012  0.0184
Si  9.5911  2.6378  10.7424  -0.0048  0.0038  0.0201
Si  -0.0244  3.9473  10.6317  0.0015  -0.006  0.014
Si  3.8085  4.1547  10.4825  0.0083  0.0067  0.0127
Si  7.7868  4.1699  10.6754  0.0157  -0.0051  0.0113
Si  1.8215  8.2961  10.4899  -0.0107  -0.0007  0.0141
Si  5.8265  8.2472  10.5156  0.0228  0.0106  0.0085
Si  9.6642  8.201  10.773  -0.0022  0.0041  0.0116
Si  -0.0938  9.6823  10.6369  0.005  -0.0128  0.0117
Si  3.8277  9.5296  10.5427  -0.0132  -0.0032  0.0162
Si  7.7227  9.6279  10.7767  -0.0189  -0.0001  0.0065
Si  -0.1182  0.0911  12.6454  -0.0055  0.0074  -0.0128
Si  3.8416  -0.0913  12.4795  0.0023  -0.0082  -0.014
Si  7.4358  0.0463  12.8065  0.0046  0.0001  -0.0119
Si  1.9162  1.3118  12.5427  -0.0052  -0.0111  -0.0197
Si  5.5736  1.4754  12.524  0.0008  0.0061  -0.0111
Si  9.4607  1.3672  12.8458  0.0047  -0.0138  -0.023
Si  0.1593  5.2598  12.5547  0.0073  0.0031  -0.0075
Si  3.8647  5.7256  12.2276  0.0153  -0.0254  0.0065
Si  7.8938  5.5377  12.6502  0.0008  0.0056  -0.0204
Si  1.8405  6.9247  12.3637  -0.0102  0.023  -0.0177
Si  5.9266  6.8438  12.3823  -0.0075  0.0146  -0.0177
Si  9.948  6.7784  12.7455  -0.0011  0.0052  -0.0135
O  -10.092  5.3807  22.2385  0.0011  -0.0014  0.0029
O  16.0365  15.0189  18.2923  0.0008  0.0006  -0.0042
O  -2.162  2.4314  14.1526  -0.018  0.0294  0.0198
O  11.5766  10.043  13.9764  0.0057  -0.0192  0.0049
O  3.6906  4.777  13.565  -0.0012  -0.0083  -0.0105
O  3.6987  6.6034  15.5424  -0.0002  0.0038  -0.0073
O  7.7827  4.5263  13.9687  0.0006  -0.0159  0.008
O  5.1645  2.1864  13.9828  0.0054  0.014  0.0229
O  0.8576  3.5302  27.3517  -0.0009  -0.0107  0.0079
O  9.2769  17.3506  26.2363  -0.0022  0.0125  -0.0001
O  1.5195  7.8565  13.7255  -0.0091  0.0011  0.0023
O  19.0415  22.9222  22.6855  0.0066  0.0086  0.0001
O  3.3087  3.1587  26.357  0.0037  -0.0077  0.0005
O  14.1003  1.9448  28.591  0.0056  0.0264  -0.0153
O  14.0021  15.21  15.6969  -0.0015  -0.0014  -0.0077
O  5.578  7.7771  28.3988  -0.0079  0.0188  -0.0126
O  3.6398  9.5639  28.7745  0.0128  -0.0143  -0.005
O  11.352  4.1507  23.7754  0.0002  0.0039  0.0022
O  1.4676  7.6713  28.7093  -0.015  0.011  -0.012
O  14.468  1.6273  21.3711  -0.0001  -0.0023  0.0019
O  7.4849  11.3876  26.3599  -0.0026  -0.003  0.009
O  5.3718  9.9715  26.8967  0.0031  0.0027  0.0062
O  5.711  1.4711  28.1328  0.0012  -0.0039  -0.0117
O  11.9861  10.0949  28.6364  -0.0045  -0.0059  -0.0011
Si  -2.8263  29.5256  25.2939  0.0025  -0.005  -0.0091
Si  5.3815  14.5193  22.9365  -0.0081  -0.002  -0.0068
Si  -15.1184  2.5113  22.8266  -0.0048  -0.0078  -0.0135
Si  8.404  10.1323  26.8732  -0.0044  -0.0005  -0.0007
Si  18.0473  18.9374  23.4219  0.0023  -0.0047  -0.0036
Si  -7.1565  12.4393  20.9185  0.0008  0.006  -0.0052
Si  5.9016  0.5726  26.7645  0.0013  0.0063  -0.0031
Si  5.575  13.665  15.4591  0.0117  -0.0043  -0.0051
Si  15.3762  2.1474  25.1864  -0.0002  0.0044  -0.0079
Si  11.5788  10.8709  19.1751  0.0056  -0.0002  0.0055
Si  -21.1656  -0.3149  24.3387  -0.003  0.0026  -0.0116
Si  2.4345  3.3087  27.7095  -0.001  -0.0026  0.0154
Si  -4.8553  10.7042  22.0075  0.0064  -0.0006  -0.0056
Si  2.2269  6.8549  22.4245  0.0024  0  -0.0028
Si  11.5157  5.0146  22.4088  -0.0011  -0.0025  -0.0051
Si  -12.141  13.4835  23.9288  0.002  -0.0031  -0.0047
Si  -2.2512  15.0954  20.493  -0.003  -0.0044  -0.002
Si  27.2792  13.4344  18.0293  -0.0001  0.0018  0.0056
Si  12.9379  3.3814  14.8167  -0.0004  -0.0013  0.0034
Si  -2.0802  5.25  27.3575  -0.0098  -0.001  0.014
Si  8.6191  -6.251  17.7569  0.0005  -0.004  0.0039
Si  4.5395  8.7879  27.6402  -0.0041  -0.0092  0.0106
Si  4.2164  18.6127  16.6751  0.0054  0.0021  0.0116
Si  3.6542  8.0476  24.9134  0.0026  -0.0002  -0.0078
Si  11.809  -2.4318  14.4739  -0.0106  0.0002  -0.0051
Si  16.6689  -4.6693  21.4943  0.0052  -0.0068  -0.0123
Si  11.0369  -8.1035  26.91  0.0041  -0.0124  0.0107
Si  9.4611  6.7998  19.4264  -0.0029  0.0008  0.0023
Si  8.4076  -7.5336  14.9836  0.0109  -0.0157  -0.0026
Si  15.3458  -27.7863  15.1577  0.0012  0.0016  0.0134
Si  1.2737  1.4606  17.0702  0.0005  0.0035  0.0123
Si  13.0567  11.8721  21.8554  -0.002  -0.003  -0.0055
Si  5.4919  -16.5445  18.4787  -0.0016  0.0019  0.003
Si  17.1659  -1.7538  14.456  0.0128  0.0072  -0.0126
Si  11.7593  -2.4113  28.27  -0.0024  -0.0058  -0.0023
Si  22.7576  7.663  21.5163  -0.0004  -0.0029  -0.0095
Si  13.1569  -12.4795  17.0881  -0.0024  -0.0084  0.0137
Si  -2.4637  9.4889  20.3599  -0.0065  0.0037  -0.004
Si  10.9888  9.4142  25.6252  -0.0021  -0.0047  -0.0069
O  12.2116  -8.5437  15.8995  0.0027  -0.0059  -0.0017
O  -6.6256  -4.2048  17.7805  0.0044  -0.0087  0.0001
O  1.8393  10.933  16.5328  0.002  0.0005  -0.0101
O  5.2533  24.6576  21.5201  -0.0011  -0.0031  0.0009
O  -13.73  -8.6273  23.6413  -0.0092  -0.0016  0.0014
O  0.0529  -9.7721  18.1124  -0.0035  -0.0045  -0.0028
O  16.8448  8.7911  16.0183  -0.0069  -0.0094  0.0034
O  -10.7907  20.5285  18.5457  -0.0047  0.0057  -0.0012
O  16.7682  -3.169  24.398  0.0046  0.0026  0.0034
O  -2.2297  6.1459  17.935  0.0012  0.0013  -0.0058
O  6.1648  7.3891  21.9355  -0.0028  -0.0019  0.0017
O  12.142  8.5908  16.0702  0.0102  0.0056  0.0084
O  -10.9724  11.3612  20.5719  -0.0001  0.0013  -0.0018
O  22.033  -3.2821  14.1149  0.0175  0.0122  0.0046
O  3.1496  -6.4037  28.5159  -0.0144  -0.0277  -0.0149
O  -1.7232  14.8542  26.5085  0.0036  -0.0028  0.0036
O  5.8512  18.6794  13.7667  0.0061  0.0197  0.0146
O  5.1396  4.3107  15.6239  0.0091  -0.0091  -0.0077
O  10.4064  2.0023  28.1927  0.0051  0.0238  -0.0277
O  10.7154  17.3848  22.5411  0.001  -0.0022  0.0046
O  2.6234  -3.8144  24.0142  -0.0028  -0.0024  0.0026
O  3.5591  6.9213  21.4802  -0.001  -0.0006  0.0015
O  11.9205  -6.5771  13.9786  0.0153  -0.0149  0.0024
O  -18.6581  12.5178  19.2941  0.0006  -0.0046  0.0042
O  -23.4814  2.0652  25.4804  0.0007  -0.0012  -0.005
O  19.7747  20.9225  28.4856  0.0077  -0.0128  -0.021
O  14.1265  1.1534  24.8596  -0.0034  -0.0056  0.0079
O  5.106  -9.6328  25.5741  -0.0058  0.0022  0.0043
O  10.8009  5.3676  28.4093  -0.0177  -0.0008  -0.013
O  12.0523  1.8172  22.8263  0.0018  -0.0039  0.0036
O  -6.3496  -10.7902  21.4183  0.0004  -0.0024  0.001
O  11.7151  8.3898  26.6608  -0.0032  0.0053  0.002
O  15.8056  3.0505  23.9179  0.0082  0.0061  -0.0034
O  -1.5276  -13.424  24.6606  -0.0018  0.001  0.006
O  18.7836  2.5152  15.5937  -0.0205  0.0094  -0.0154
O  5.5224  -5.2731  20.069  -0.0013  0.003  0.0087
O  2.1152  2.3767  13.7947  -0.0062  0.0274  0.0109
O  3.6904  -3.0585  26.5556  -0.0021  -0.0014  -0.0025
O  20.0136  3.1784  21.3715  -0.0025  -0.0012  0.0093
O  8.151  5.0529  28.2556  0.021  -0.0043  -0.0132
O  14.5342  8.5165  17.2662  -0.0049  0.0026  -0.0094
O  6.9098  14.3612  23.5346  0.0053  -0.0079  0.0029
O  5.0718  16.0793  22.6649  0.0013  -0.0019  0.0052
O  -13.2475  -0.5193  26.4253  0.0014  -0.0032  0.0067
O  -9.1287  13.2154  17.8233  0.0024  -0.0009  -0.0054
O  -0.6051  7.0929  19.9627  0.0026  -0.0011  -0.0032
O  7.7679  21.1342  20.8427  0.0038  -0.0028  0.0005
O  21.6144  10.5105  19.4371  -0.0055  -0.0049  0.0009
O  13.5291  10.5871  22.7237  -0.0009  0.003  -0.0055
O  14.8106  9.5957  24.7367  -0.0006  -0.0015  0.0093
O  -2.3613  3.6824  18.9185  0.0025  -0.0008  0.0017
O  4.2245  -1.0278  13.8278  0.0162  -0.0133  0.0057
O  10.3188  8.078  28.9291  0.0143  0.0149  -0.0156
O  -2.5372  4.1357  16.285  -0.0014  0.0068  0.0026
O  8.7863  16.6463  20.4708  0.003  0.0011  -0.0024
O  -2.9477  -2.7301  19.461  0.0056  0.0034  -0.0013
O  24.3299  7.9664  21.874  0.0008  -0.0001  0.0027
O  -4.6139  4.8857  17.9424  -0.0003  0.0016  -0.0062
O  7.7525  7.2547  24.0848  -0.0098  0.0009  0.0001
O  10.8775  -6.7646  21.1307  -0.0012  0.0009  0.0007
O  18.254  -1.339  23.2009  -0.0002  0.0042  0.0021
O  6.9129  10.1127  14.174  -0.0285  -0.02  0.0107
O  4.8456  12.8779  16.687  -0.0015  -0.0044  -0.0033
O  0.5473  21.1956  24.8891  0.0051  0.006  0.0013
O  -13.0723  -12.9264  21.5896  -0.0003  0.0001  -0.0012
O  7.9531  8.7017  26.2412  0.0031  -0.0008  0.0093

Results
free energy: -175141.782 eV
free energy less fixed offsets of O -568.88, Si -635.61 eV per atom: 1.368 eV

The program warned: the cutoff lies below the one the program advises for these potential files; the forces do not sum to zero within the program's tolerance; the exchange-correlation potential is rough where the density is thin.
